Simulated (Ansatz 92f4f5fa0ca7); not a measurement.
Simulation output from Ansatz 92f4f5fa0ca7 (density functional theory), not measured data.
Periodic cell of 219 atoms, Si133O78H8, from a study of silicon, its oxide and their interface. The atomic structure is a simulated model.
Doubt: the cutoff is low for norm-conserving oxygen, so forces and energies are approximate.

Settings
functional: HSE06
potential files: SPMS norm-conserving
basis: plane waves
wave-function cutoff: 800 eV
density cutoff ratio: 4
exchange-correlation grid ratio: 1
k mesh: 1 x 1 x 1, Gamma-centred
occupations: fixed
spin: none
net charge: 0

Cell vectors (angstrom)
a, 10.938, 0, 0
b, 0, 10.938, 0
c, 0, 0, 31.5446

Atoms: element, x, y, z (angstrom)
Si, 0.5072, 10.5051, 24.2245
Si, 6.1452, 10.5197, 23.9369
Si, 2.2516, 3.233, 24.2147
Si, 7.7422, 3.2896, 24.2224
Si, 0.5335, 4.9848, 24.1959
Si, 5.9767, 4.9871, 24.2186
Si, 2.3432, 8.7568, 24.0383
Si, 7.7359, 8.6287, 24.0874
Si, 1.389, 1.39, 25.4586
Si, 6.8777, 1.3777, 25.3549
Si, 4.1177, 4.0987, 25.4108
Si, 9.6053, 4.1401, 25.4237
Si, 1.4489, 6.8791, 25.3239
Si, 6.8454, 6.8536, 25.4115
Si, 4.1894, 9.6597, 25.2446
Si, 9.5908, 9.5248, 25.3581
Si, 2.8159, 0.026, 26.745
Si, 8.2522, 0.0103, 26.7445
Si, -0.0411, 2.7068, 26.7908
Si, 5.4421, 2.6739, 26.7572
Si, 2.7843, 5.5182, 26.7569
Si, 8.2455, 5.5202, 26.7806
Si, -0.0034, 8.1468, 26.7416
Si, 5.4239, 8.2096, 26.7286
Si, 4.1018, 1.3673, 28.1264
Si, 9.5708, 1.3673, 28.1264
Si, 1.3673, 4.1018, 28.1264
Si, 6.8362, 4.1018, 28.1264
Si, 4.1018, 6.8362, 28.1264
Si, 9.5708, 6.8362, 28.1264
Si, 1.3673, 9.5708, 28.1264
Si, 6.8362, 9.5708, 28.1264
Si, 0, 0, 29.4936
Si, 5.469, 0, 29.4936
Si, 2.7345, 2.7345, 29.4936
Si, 8.2035, 2.7345, 29.4936
Si, 0, 5.469, 29.4936
Si, 5.469, 5.469, 29.4936
Si, 2.7345, 8.2035, 29.4936
Si, 8.2035, 8.2035, 29.4936
Si, 1.3673, 1.3673, 30.8609
Si, 6.8362, 1.3673, 30.8609
Si, 4.1018, 4.1018, 30.8609
Si, 9.5708, 4.1018, 30.8609
Si, 1.3673, 6.8362, 30.8609
Si, 6.8362, 6.8362, 30.8609
Si, 4.1018, 9.5708, 30.8609
Si, 9.5708, 9.5708, 30.8609
Si, 2.7345, 0, 0.6835
Si, 8.2035, 0, 0.6835
Si, 0, 2.7345, 0.6835
Si, 5.469, 2.7345, 0.6835
Si, 2.7345, 5.469, 0.6835
Si, 8.2035, 5.469, 0.6835
Si, 0, 8.2035, 0.6835
Si, 5.469, 8.2035, 0.6835
Si, 4.1018, 1.3673, 2.0507
Si, 9.5708, 1.3673, 2.0507
Si, 1.3673, 4.1018, 2.0507
Si, 6.8362, 4.1018, 2.0507
Si, 4.1018, 6.8362, 2.0507
Si, 9.5708, 6.8362, 2.0507
Si, 1.3673, 9.5708, 2.0507
Si, 6.8362, 9.5708, 2.0507
Si, 0, 0, 3.418
Si, 5.469, 0, 3.418
Si, 2.7345, 2.7345, 3.418
Si, 8.2035, 2.7345, 3.418
Si, 0, 5.469, 3.418
Si, 5.469, 5.469, 3.418
Si, 2.7345, 8.2035, 3.418
Si, 8.2035, 8.2035, 3.418
Si, 1.3921, 1.4112, 4.7384
Si, 6.8442, 1.4115, 4.8041
Si, 4.0326, 4.0712, 4.7937
Si, 9.5139, 4.08, 4.7624
Si, 1.374, 6.8716, 4.8233
Si, 6.8652, 6.9041, 4.8051
Si, 4.0932, 9.5089, 4.7821
Si, 9.5044, 9.5252, 4.8118
Si, 2.6898, -0.0356, 6.0569
Si, 8.1591, -0.0024, 6.197
Si, -0.0263, 2.7231, 6.0943
Si, 5.3976, 2.7223, 6.1833
Si, 2.6895, 5.4402, 6.2111
Si, 8.1701, 5.4625, 6.1539
Si, -0.0713, 8.1678, 6.2311
Si, 5.4936, 8.2303, 6.2558
Si, 4.4461, 0.8463, 7.3597
Si, 10.0584, 0.8752, 7.33
Si, 0.7905, 4.5169, 7.4164
Si, 6.3058, 4.5833, 7.352
Si, 4.5792, 6.3259, 7.373
Si, 9.9629, 6.2901, 7.4994
Si, 0.8491, 10.0689, 7.3305
Si, 6.3179, 10.1561, 7.5529
H, 9.7726, 1.2355, 8.7493
H, 1.2269, 9.8035, 8.7484
H, 4.2673, 6.6318, 8.7971
H, 6.6631, 4.2676, 8.7642
O, 9.4999, 6.4873, 9.0758
O, 0.9559, 3.8971, 8.9316
O, 3.7253, 1.0313, 8.8245
O, 6.6862, 10.1116, 9.176
H, 0.1735, 5.2755, 22.7802
H, 2.5837, 2.8728, 22.8092
H, 5.65, 5.3084, 22.7995
H, 8.0761, 3.0089, 22.8026
O, 10.9572, 0.1733, 22.7948
O, 2.8669, 8.466, 22.4914
O, 6.1743, 10.9338, 22.2967
O, 7.8876, 8.0733, 22.5379
Si, 4.0036, 10.5768, 19.0224
Si, 8.3384, 7.7948, 21.033
Si, 6.5761, 4.8351, 17.9381
Si, 3.9622, 9.293, 14.5846
Si, 10.9319, 9.22, 19.951
Si, 3.5723, 1.4383, 10.3609
Si, 2.6883, 1.3545, 16.9584
Si, 9.244, 5.5899, 19.4214
Si, 4.9287, 7.7453, 12.0907
Si, 8.9952, 6.9988, 10.5178
Si, 7.715, 1.4025, 15.605
Si, 7.1378, 0.5384, 21.0898
Si, 2.5825, 7.4142, 16.437
Si, 10.2514, 0.6813, 21.4672
Si, 10.6284, 7.7227, 17.4616
Si, 3.9556, 6.4573, 18.8817
Si, 2.4694, 6.2101, 12.0402
Si, 5.8459, 2.5866, 12.0113
Si, 0.1894, 8.1916, 12.5149
Si, 6.9726, 5.3224, 12.2036
Si, 1.4589, 3.7556, 10.4419
Si, 6.754, 9.7115, 16.0985
Si, 2.9702, 4.9424, 14.6471
Si, 8.9385, 8.2052, 14.8741
Si, -0.0895, 4.056, 15.0008
Si, 2.0998, 10.7724, 12.5532
Si, 5.4977, 2.4225, 19.5405
Si, 7.9701, 5.3644, 15.0447
Si, 6.6503, 9.2286, 18.9849
Si, 10.9604, 2.9933, 19.8449
Si, 4.873, 2.4856, 14.9975
Si, 2.9361, 3.5945, 19.1979
Si, 2.8118, 8.5043, 20.8835
Si, 10.6478, 2.0523, 16.9724
Si, 6.9693, 9.447, 10.6221
Si, 0.0157, 2.0527, 12.6173
Si, 8.1979, 0.8071, 12.506
O, 8.8592, 6.2854, 20.8242
O, 4.841, 1.0026, 19.1662
O, 9.9025, 6.627, 18.3825
O, 6.0613, 6.6325, 12.2406
O, 0.353, 3.0558, 11.395
O, 5.2395, 9.6826, 15.5146
O, 7.1045, 8.8826, 17.4583
O, 10.5074, 2.2453, 21.1892
O, 6.0586, 3.3165, 18.289
O, 5.0737, 9.412, 18.7414
O, 8.0002, 0.8587, 14.1116
O, 7.0758, 0.2772, 16.5511
O, 2.9094, 2.6978, 17.8472
O, 3.5758, 7.1944, 11.3743
O, 0.0211, 3.5589, 16.5237
O, 2.7618, 2.8228, 10.498
O, 8.654, 0.5207, 21.6251
O, 1.2865, 1.1477, 13.041
O, 7.8949, 5.013, 18.8106
O, 1.3085, 7.0503, 12.8083
O, 10.508, 2.9197, 13.9045
O, 9.1801, 1.7338, 16.2855
O, 6.4332, 2.447, 15.5376
O, 4.5115, 8.1705, 13.5821
O, 7.3342, 4.7438, 13.6889
O, 3.7393, 7.286, 20.2824
O, 1.2528, 8.3473, 20.4674
O, 2.9813, 10.9368, 17.8187
O, 5.0592, 2.2617, 13.4007
O, 4.24, 3.271, 20.1197
O, 7.8155, 9.3478, 14.9365
O, 7.355, 2.0514, 11.9718
O, 10.5449, 2.07, 18.5768
O, 10.0341, 8.3775, 13.6998
O, 1.0473, 7.1479, 16.8244
O, 1.8054, 5.2504, 10.9421
O, 9.7238, 8.1859, 16.2503
O, 10.2812, 7.6763, 11.2414
O, 5.048, 1.7461, 10.9092
O, 1.0896, 1.2419, 16.5466
O, 2.7926, 8.7389, 15.5486
O, 3.8226, 1.4619, 15.7618
O, 5.4389, 5.9069, 18.4384
O, 10.9652, 10.7945, 20.267
O, 7.6959, 10.4156, 11.7192
O, 8.3124, 5.7638, 11.3645
O, 10.2767, 4.4242, 19.7178
O, 6.6538, 2.0311, 20.6099
O, 3.1789, 6.1958, 15.6006
O, 7.1663, 10.5594, 19.7466
O, 2.9779, 5.1673, 18.8635
O, 6.0359, 4.1439, 11.5965
O, 3.2415, 9.9847, 20.328
O, 1.0362, 9.5619, 12.3003
O, 2.8368, 0.2382, 11.168
O, 3.232, 10.4137, 13.6637
O, 7.1279, 8.0348, 19.9663
O, 10.8845, 9.0327, 18.3543
O, 4.0844, 3.8926, 15.1499
O, 7.9725, 6.9334, 14.7544
O, 3.4365, 7.51, 17.7846
O, 7.0922, 5.0279, 16.3844
O, 7.8933, 8.157, 10.3471
O, 1.6032, 3.2282, 19.9955
O, 9.5895, 8.7343, 20.6838
O, 9.7576, 1.0567, 12.1888
O, 1.3931, 4.5755, 14.6606
O, 3.2675, 5.2966, 13.1068
O, 5.5475, 8.9722, 11.2483
O, 9.5596, 5.0233, 15.0745

Results
free energy: -50138.171 eV
free energy less fixed offsets of H -15.86, O -447.96, Si -113.29 eV per atom: -2.841 eV
gap between the highest filled and lowest empty level on this k mesh: 1.518 eV

The program warned: the cutoff lies below the one the program advises for these potential files; the forces do not sum to zero within the program's tolerance; the exchange-correlation potential is rough where the density is thin.
